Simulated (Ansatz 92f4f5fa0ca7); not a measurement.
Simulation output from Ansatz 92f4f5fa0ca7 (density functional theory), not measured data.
Periodic cell of 251 atoms, Si165O86, from a study of silicon, its oxide and their interface. The atomic structure is a simulated model.
Doubt: the cutoff is far below the 930 eV that the study's wrapper takes by default for these files, so forces and energies are approximate.
This geometry differs little from another in the collection (a relaxation step or a small displacement).

Settings
functional: PBE
potential files: Ansatz PAW
basis: plane waves
wave-function cutoff: 580 eV
density cutoff ratio: 5
exchange-correlation grid ratio: 1
k mesh: 1 x 1 x 1, Gamma-centred
self-consistency stop: 5e-08 eV per atom in the density residual
occupations: fixed
spin: none
net charge: 0

Cell vectors (angstrom)
a  10.938  0  0
b  0  10.938  0
c  0  0  37.3417

Atoms and the computed forces on them: element, x, y, z (angstrom), force x, y, z (eV/angstrom)
Si  0  0  0.683  0.0129  -0.056  0.0167
Si  5.469  0  0.683  -0.009  -0.0132  -0.0057
Si  2.7345  2.7345  0.683  0.0115  -0.0377  -0.0147
Si  8.2035  2.7345  0.683  0.0176  -0.0347  0.0026
Si  0  5.469  0.683  0.0306  -0.0664  -0.0096
Si  5.469  5.469  0.683  0.0178  -0.0301  0.0096
Si  2.7345  8.2035  0.683  0.0091  -0.0294  -0.0097
Si  8.2035  8.2035  0.683  -0.0084  -0.0408  -0.0178
Si  1.3673  1.3673  2.0503  0.154  -0.0122  -0.0311
Si  6.8362  1.3673  2.0503  0.0883  -0.0449  0.0049
Si  4.1018  4.1018  2.0503  0.0086  -0.0383  0.0264
Si  9.5708  4.1018  2.0503  0.1054  -0.0519  -0.1092
Si  1.3673  6.8362  2.0503  0.1063  -0.0203  0.0055
Si  6.8362  6.8362  2.0503  0.1724  0.0211  -0.084
Si  4.1018  9.5708  2.0503  -0.0117  0.0077  -0.1205
Si  9.5708  9.5708  2.0503  -0.0004  -0.0592  0.121
Si  2.7345  0  35.2902  -0.0273  0.1328  0.0541
Si  8.2035  0  35.2902  -0.0849  0.1044  -0.0706
Si  0  2.7345  35.2902  -0.1462  -0.1173  0.0243
Si  5.469  2.7345  35.2902  -0.0717  -0.005  -0.0392
Si  2.7345  5.469  35.2902  0.0658  0.0324  0.0175
Si  8.2035  5.469  35.2902  -0.0036  0.0561  -0.005
Si  0  8.2035  35.2902  -0.151  -0.0228  0.0187
Si  5.469  8.2035  35.2902  -0.1382  -0.045  -0.045
Si  4.1018  1.3673  36.6574  -0.0106  0.0386  0.0144
Si  9.5708  1.3673  36.6574  -0.0146  0.0581  0.0273
Si  1.3673  4.1018  36.6574  0.009  0.0363  -0.0242
Si  6.8362  4.1018  36.6574  -0.0089  0.0054  -0.0051
Si  4.1018  6.8362  36.6574  -0.0165  0.0333  0.0286
Si  9.5708  6.8362  36.6574  -0.0025  0.06  0.0215
Si  1.3673  9.5708  36.6574  -0.0224  0.0315  -0.013
Si  6.8362  9.5708  36.6574  0.0041  0.0306  -0.0172
Si  -0.1473  -0.8982  26.8974  0.0178  0.0026  0.0168
Si  5.8412  -0.3896  27.1429  0.0163  0.0044  0.0049
Si  2.3864  3.706  26.911  0.0092  -0.0212  0.0238
Si  7.6809  3.1843  27.4114  -0.0242  0.0221  0.0271
Si  0.3743  5.0706  27.0845  -0.0035  0.0079  -0.0017
Si  6.0465  5.0074  27.3422  -0.0003  -0.0278  0.0404
Si  2.0083  8.8379  27.1314  -0.0037  -0.0147  0.0047
Si  7.4789  8.701  27.2318  -0.0286  -0.0101  0.0195
Si  1.1677  1.3619  28.3639  0.0147  -0.0011  0.0275
Si  6.7414  1.3355  28.5189  0.0104  0.0087  -0.0211
Si  4.0944  4.2887  28.434  0.0077  0.0093  -0.0428
Si  9.5709  4.1525  28.4656  -0.0167  -0.0038  -0.002
Si  1.2848  6.883  28.3458  0.0125  0.0155  -0.0432
Si  6.7365  6.8932  28.5069  -0.0059  0.0091  -0.0213
Si  3.9599  9.6377  28.367  -0.0182  -0.0054  -0.0075
Si  9.2836  9.4173  28.5681  0.0123  -0.0055  -0.0211
Si  2.6037  0.0304  29.7612  0.0229  0.0117  0.0119
Si  8.1888  0.0819  29.8879  -0.0011  0.0128  0.0099
Si  -0.0531  2.7698  29.826  -0.013  0.0054  0.0055
Si  5.2875  2.7093  29.7949  -0.0131  -0.0178  0.0216
Si  2.7316  5.6342  29.8012  0.0082  0.0038  0.0191
Si  8.2095  5.5596  29.836  0.0315  0.0089  0.0025
Si  -0.1444  8.1048  29.8286  -0.0244  -0.0042  0.025
Si  5.3021  8.2464  29.8144  0.0048  -0.006  -0.0034
Si  3.961  1.3713  31.2048  0.0015  0.0087  -0.0091
Si  9.5694  1.4092  31.2439  -0.0033  -0.0056  0.0028
Si  1.3688  4.1632  31.1285  0.002  0.0033  0.0222
Si  6.7733  4.1019  31.0966  0.0037  -0.0085  0.0047
Si  4.0486  6.8986  31.2617  -0.0076  -0.0031  0.0053
Si  9.5246  6.8186  31.3069  -0.0104  -0.0012  -0.0081
Si  1.2757  9.5402  31.1215  0.0034  -0.0001  0.0031
Si  6.7588  9.6041  31.1572  0.0028  0.0028  0.0162
Si  -0.0136  -0.0049  32.5519  0.0011  0.0051  0.0009
Si  5.3991  0.0206  32.5425  0.0018  -0.006  0.0034
Si  2.6758  2.7811  32.5582  0.0069  -0.0045  -0.0014
Si  8.1481  2.7676  32.5393  -0.0077  0.007  0.0061
Si  -0.0024  5.4501  32.5806  -0.0012  -0.0005  -0.0039
Si  5.4511  5.4719  32.5305  0.002  0.0001  0.0055
Si  2.6584  8.2446  32.5709  -0.0015  -0.0017  0.0019
Si  8.1371  8.2413  32.563  0.0028  -0.0051  0.0009
Si  1.3552  1.3667  33.9201  -0.0016  0.0024  0.0028
Si  6.8118  1.365  33.9078  0.0005  -0.0008  0.0044
Si  4.0964  4.1028  33.9152  -0.0054  0.004  0.0029
Si  9.5512  4.0881  33.9249  0.0021  -0.0013  0.0004
Si  1.3532  6.8306  33.9356  0.0022  -0.0011  0.0012
Si  6.8199  6.8277  33.9198  -0.0001  0.0046  0.0021
Si  4.0771  9.5716  33.9256  0.0016  -0.0002  0.0008
Si  9.5543  9.5709  33.9202  -0.005  -0.0017  0.0039
Si  2.7547  0.0023  3.4189  0.0014  -0.0024  0.0026
Si  8.2105  0.0015  3.4319  -0.0011  0.0032  -0.0038
Si  0.013  2.7309  3.41  -0.006  -0.0009  -0.0011
Si  5.4855  2.7359  3.4157  0.0049  -0.0015  0.0007
Si  2.7533  5.4756  3.4254  -0.0044  0.0052  -0.0021
Si  8.2397  5.4826  3.4052  0.0007  -0.004  0.0032
Si  0.0095  8.1909  3.4244  0.0046  -0.0021  -0.0013
Si  5.4848  8.2128  3.3947  0.001  -0.0004  0.0018
Si  4.1681  1.3277  4.7897  0  0.0134  -0.0088
Si  9.6206  1.3489  4.7867  0.0061  -0.009  -0.0026
Si  1.3943  4.0789  4.7765  0.0077  0.006  0.0001
Si  6.9023  4.097  4.7459  -0.0035  -0.0077  0.0012
Si  4.1791  6.8266  4.7645  -0.0095  -0.0128  0.002
Si  9.6346  6.7809  4.8138  -0.0064  0.0153  -0.0033
Si  1.4009  9.5507  4.772  -0.0072  -0.0108  -0.0042
Si  6.8486  9.5404  4.7883  0.0107  0.0083  -0.003
Si  0.0336  -0.0446  6.157  -0.002  0.0119  0.0071
Si  5.537  -0.0258  6.2094  -0.0125  -0.0038  -0.0219
Si  2.7892  2.7085  6.0968  -0.0003  -0.0005  0.0187
Si  8.281  2.7578  6.122  -0.0139  0.005  -0.0074
Si  0.0602  5.3984  6.2233  -0.0071  -0.0108  -0.01
Si  5.5983  5.4842  6.1171  0.0256  0.0108  0.0146
Si  2.8187  8.1974  6.1009  -0.0018  0.0136  -0.0058
Si  8.2281  8.1488  6.1183  0.01  -0.0225  0.006
Si  1.4399  1.3382  7.4735  -0.004  0.0178  0.0229
Si  7.0035  1.3611  7.4965  0.0254  0.0377  -0.0368
Si  4.2348  4.0698  7.3748  -0.0076  -0.0115  -0.0323
Si  9.5988  4.0358  7.6286  0.0054  -0.0032  0.0122
Si  1.5239  6.7966  7.4701  -0.0076  0.0094  -0.0083
Si  6.9731  6.7843  7.5855  -0.015  0.0041  -0.0131
Si  4.1195  9.5363  7.5518  -0.0036  -0.0333  0.0112
Si  9.5697  9.4859  7.4862  -0.0028  0.0006  -0.0185
Si  2.7138  -0.0282  8.9072  -0.018  0.0219  -0.0062
Si  8.3193  -0.0146  8.9251  0.004  -0.0376  0.0594
Si  -0.0436  2.4791  8.8979  0.0169  -0.0039  -0.0001
Si  5.5853  2.722  8.7602  -0.0295  -0.0085  0.004
Si  3.0316  5.4983  8.7714  0.0072  0.0071  0.05
Si  8.297  5.4243  9.1015  0.0026  0.0105  -0.023
Si  0.0704  8.0959  8.755  -0.0072  0.0033  0.0098
Si  5.5814  8.2005  8.8705  0.0084  -0.0046  0.0387
Si  4.3363  1.2411  10.0628  -0.0833  0.0512  -0.0151
Si  10.189  0.674  10.2472  0.023  -0.0125  -0.04
Si  0.9397  3.864  10.4787  -0.0175  -0.0078  -0.0291
Si  6.6663  4.1621  10.3013  -0.0083  0.0296  0.0252
Si  4.5754  6.5685  10.1976  0.0038  0.0334  -0.091
Si  10.0633  6.5232  10.3052  0.021  -0.03  0.0018
Si  0.9458  9.8354  10.0631  -0.0236  0.0274  0.0039
Si  6.5921  9.8933  10.1206  0.075  -0.1055  -0.0919
O  2.3217  4.4357  9.8305  -0.0086  -0.0189  -0.0036
O  5.6474  5.4024  10.6735  0.0226  -0.0327  0.0098
O  -0.0616  5.1359  10.7308  0.0013  0.007  -0.0094
O  5.3371  -0.0179  10.4703  -0.0039  0.0384  0.0151
O  10.1345  7.4127  11.7248  0.008  0.0151  0.0195
O  1.3046  9.126  11.5342  -0.0015  -0.0134  0.0062
O  7.2625  9.38  11.5505  0.0079  0.009  0.0448
O  3.8839  2.1794  11.3526  -0.0085  0.015  0.0125
O  10.1184  1.1559  11.8459  -0.0113  0.0053  0.0454
O  1.4245  3.1242  11.8849  0.0229  -0.0021  0.0102
O  3.9444  7.1069  11.6245  -0.0193  -0.0009  0.0489
O  7.0397  3.3762  11.716  0.0023  -0.0208  0.0124
O  0.1102  11.6381  27.2555  -0.0317  -0.0208  -0.0229
O  7.7647  3.0251  25.7351  0.0125  -0.0129  -0.0193
O  6.1495  5.1598  25.6629  -0.0063  0.0161  -0.0129
O  10.1307  9.8321  25.3566  -0.0179  -0.0042  -0.005
O  7.9858  8.2989  25.7012  0.0153  0.0104  0.0015
O  2.4247  8.8166  25.532  0.0124  0.021  -0.0134
O  2.8443  3.798  25.3373  0.0136  -0.0244  -0.013
O  13.1337  2.1169  27.3175  0.0183  0.0328  -0.0291
Si  -1.0986  2.3579  18.3989  0.0024  -0.0049  0.0053
Si  12.9574  6.154  20.1201  -0.0062  -0.0028  0.008
Si  7.0368  2.3605  12.9993  0.0076  0.0053  0.0109
Si  3.5406  2.868  24.1972  -0.0068  0.0157  -0.0002
Si  10.6006  5.101  22.0919  0.0033  0.0045  0.0086
Si  7.8645  4.6167  17.93  -0.0004  -0.0004  0.0067
Si  1.727  0.9039  22.4983  0.0051  -0.0005  0
Si  9.8781  12.9344  21.478  0.0002  0.003  -0.0011
Si  14.2345  8.1464  21.6463  -0.002  -0.0018  -0.0025
Si  5.3875  0.3829  24.9332  -0.0034  -0.0028  -0.0163
Si  2.9925  3.0902  12.3901  -0.0086  0.0044  0.0047
Si  4.5776  1.9652  14.6961  -0.0077  0.011  0.0038
Si  7.3225  10.2617  12.9233  0.0129  -0.0059  0.0008
Si  2.961  9.4491  24.1484  -0.0036  -0.008  0.029
Si  0.2808  0.6489  16.0403  -0.004  -0.0012  0.0027
Si  10.3629  5.6774  24.9972  0.0031  0.0126  -0.0156
Si  5.7916  3.7073  22.4181  -0.0057  0.0066  -0.0024
Si  -1.63  -2.4318  24.7637  0.0158  -0.003  0.0021
Si  7.0111  11.8861  22.3955  -0.0003  -0.0059  0.0036
Si  7.422  4.4172  24.915  0.0038  0.0042  -0.0026
Si  6.5406  5.8589  20.3342  -0.0043  -0.0011  0.007
Si  6.963  9.1374  17.7373  -0.0009  0.0025  0.0089
Si  8.5443  7.5579  21.8565  0.0068  -0.0004  0.0081
Si  0.5085  8.5065  15.4653  -0.0035  0.0055  -0.0027
Si  5.5654  10.0488  20.4208  -0.0024  -0.0026  0
Si  9.5895  1.0564  13.3948  0.0119  0.0005  -0.0084
Si  12.2006  4.4037  17.9565  0.0029  0.005  0.0099
Si  5.6566  6.3931  17.6008  -0.0027  -0.0008  0.0077
Si  10.1328  6.4443  17.1789  0.0022  0.0031  0.0078
Si  1.5251  -1.9341  19.571  -0.0028  -0.0022  0.0003
Si  13.7455  2.1543  16.9721  -0.0034  0.0021  0.0078
Si  0.597  7.9415  12.4288  -0.0043  -0.0041  -0.0071
Si  3.5402  7.4948  15.6399  -0.0041  -0.0055  0.0029
Si  -1.374  8.6771  19.1462  -0.0038  0.0019  0.0137
Si  3.1633  6.247  12.7832  0.004  0.0021  -0.0047
Si  5.5271  -0.9873  15.2434  0.0023  -0.0017  0.0085
Si  3.1304  11.4813  19.5935  -0.0027  0.0057  0.0136
O  9.0119  8.5596  20.6647  0.0037  0.0037  -0.0114
O  5.889  2.7667  14.1037  -0.0105  -0.0022  0.0036
O  8.8231  -0.3985  13.5139  -0.0087  -0.0019  -0.0055
O  10.4275  7.3191  24.9193  -0.0147  0.0047  0.0127
O  4.8286  0.363  14.6899  -0.0002  -0.0023  -0.0049
O  5.4772  6.4544  19.2324  -0.0032  0.0003  -0.002
O  0.1544  1.1882  22.2086  -0.0061  0.0041  0.0047
O  8.5398  12.4027  22.2397  -0.0006  0.0012  0.0037
O  1.9222  -0.4335  23.4341  0  0.0089  0.0019
O  9.8608  7.1719  18.6106  -0.0033  0.002  -0.002
O  12.8538  8.9184  21.1601  -0.0049  0.0018  0.0002
O  3.2387  2.3605  13.8318  0.0104  -0.0092  0.0031
O  2.5361  -0.8352  18.9032  0.0001  0.0019  0
O  8.7075  8.4635  23.2274  -0.0069  -0.0072  -0.0086
O  8.9235  5.3916  16.9579  -0.0018  0.0017  -0.0039
O  2.3744  2.1385  23.336  0.0005  -0.0024  0.0113
O  4.7204  11.3196  19.8575  -0.0015  -0.007  -0.0022
O  12.7834  1.0727  16.2254  0.004  0.0061  -0.0012
O  1.5835  6.6493  12.6411  -0.0012  0.0008  -0.0024
O  -0.8463  14.5523  21.6466  -0.0032  -0.0063  0.0026
O  8.7536  5.3445  24.9659  -0.0054  -0.0053  0.0133
O  1.9749  -3.0412  15.8834  0.0009  0.0018  -0.0023
O  9.7341  1.6421  19.8734  0.0002  0.0008  -0.0015
O  4.3564  8.8891  15.549  -0.0012  -0.0004  -0.0049
O  11.002  3.4912  18.577  -0.0016  -0.0019  -0.002
O  14.3809  4.6556  12.5576  -0.0007  0.0031  -0.0078
O  6.1787  9.2925  19.1394  -0.0008  0.0045  -0.0015
O  6.6908  7.6133  17.1837  -0.0023  0.003  0.0003
O  10.9588  9.5209  19.2443  -0.0014  0.0031  -0.001
O  7.7989  5.2209  19.469  -0.0021  0.0008  0.0004
O  6.7231  10.6059  21.4201  -0.0024  -0.0016  -0.0017
O  4.4043  10.1817  24.2967  -0.004  -0.0005  0.0103
O  2.1149  3.613  16.8425  0.0004  -0.0019  -0.0043
O  4.2675  2.3017  16.2638  -0.0041  -0.0001  0.0019
O  11.5458  5.6594  17.1886  -0.002  -0.0009  -0.0018
O  4.5653  12.7518  24.9343  -0.0118  0.0064  0.0088
O  12.641  -3.4987  19.1146  -0.0007  0.0024  0.0049
O  13.2285  4.8923  19.1342  -0.0003  -0.0016  -0.001
O  8.5385  9.4049  18.0986  -0.0005  -0.0012  -0.0006
O  3.2113  8.1107  23.2542  0.0034  -0.0033  -0.0019
O  6.7219  0.814  12.5554  0.0061  0.0012  -0.0036
O  -0.6659  1.3044  17.218  -0.0018  0.0042  0.0034
O  7.0506  4.1312  23.3697  -0.0061  -0.0045  0.0166
O  0.3267  8.6369  13.8614  -0.0009  0.0039  0.0178
O  11.0875  5.0313  23.6649  -0.0017  -0.006  -0.0074
O  0.8243  5.6794  21.1195  0.0109  0.0042  -0.0044
O  6.4325  -0.7514  16.5985  0  -0.0023  0.0007
O  6.3813  4.938  17.2657  -0.0009  -0.0005  -0.0034
O  13.3642  0.8407  21.0253  0.0039  -0.0016  -0.0132
O  4.3744  3.8503  23.2007  0.0044  -0.0057  0.0074
O  2.9334  1.7733  18.5539  0.0003  -0.0009  -0.002
O  0.2521  -0.9744  16.139  -0.0004  0.0003  -0.003
O  5.9931  2.1545  21.9613  0.0004  -0.0001  0.0078
O  8.3891  3.06  18.0146  -0.0015  0.0035  0.0002
O  10.7324  1.1319  14.5473  0.0067  0  0.0062
O  4.2177  6.5948  16.8452  0.0035  -0.0004  0.0032
O  6.4898  9.4265  14.0388  -0.0069  -0.0014  0.0021
O  5.7731  4.6697  21.1247  0.0046  0.0064  0.0004
O  14.2183  6.6217  21.0551  -0.0069  -0.0002  -0.0015
O  4.6059  -1.9516  21.1919  0.0033  0.0068  -0.0025
O  8.5429  2.3108  13.6539  -0.0103  0.0033  -0.0094
O  3.7032  6.6476  14.2608  0.0001  0.0081  0.01
O  7.051  7.003  21.4086  -0.0031  -0.002  -0.0001
O  -0.6906  7.5277  15.9809  -0.0038  -0.0037  -0.0005
O  6.7075  11.4533  23.9539  0.0023  0.0009  0.0052
O  9.4057  6.1941  22.0076  -0.0042  0.0068  0.0037

Results
free energy: -153801.328 eV
free energy less fixed offsets of O -568.88, Si -635.61 eV per atom: -1.998 eV

The program warned: the cutoff lies below the one the program advises for these potential files; the forces do not sum to zero within the program's tolerance; the exchange-correlation potential is rough where the density is thin.
